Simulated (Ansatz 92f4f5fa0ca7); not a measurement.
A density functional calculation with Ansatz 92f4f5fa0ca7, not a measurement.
Periodic cell of 234 atoms, Si146O88, from a study of silicon, its oxide and their interface. The atomic structure is a simulated model.
Doubt: the cutoff is far below the 930 eV that the study's wrapper takes by default for these files, so forces and energies are approximate.
This geometry differs little from another in the collection (a relaxation step or a small displacement).

Settings
functional: PBE
potential files: Ansatz PAW
basis: plane waves
wave-function cutoff: 580 eV
density cutoff ratio: 5
exchange-correlation grid ratio: 1
k mesh: 1 x 1 x 1, Gamma-centred
self-consistency stop: 5e-08 eV per atom in the density residual
occupations: fixed
spin: none
net charge: 0

Cell vectors (angstrom)
a  11.6015  0  0
b  0  10.938  0
c  0  0  32.7072

Atoms: element, x, y, z (angstrom)
Si  0.0315  -0.1759  23.8071
Si  3.8804  -0.0303  24.0698
Si  7.6223  -0.1569  23.9443
Si  1.8901  1.3039  23.907
Si  5.7859  1.3121  24.0885
Si  9.6314  1.1241  23.8704
Si  0.4322  5.5908  23.8049
Si  4.1859  5.3127  23.9942
Si  7.7208  5.1692  24.4107
Si  2.4245  6.793  23.9583
Si  6.0337  6.7738  24.1735
Si  9.6871  7.3767  23.8201
Si  1.9268  2.7267  25.8652
Si  5.8063  2.6242  26.0518
Si  9.7498  2.6505  25.8072
Si  0.0241  4.1912  25.7884
Si  3.9213  4.0217  25.9587
Si  7.7637  3.8756  26.2702
Si  2.0143  8.1185  25.9203
Si  5.8138  8.1836  26.054
Si  9.683  8.3564  25.9479
Si  0.1017  9.547  25.8657
Si  3.8721  9.542  26.0062
Si  7.6996  9.6131  26.0006
Si  0.0643  -0.0245  27.8321
Si  3.8515  -0.004  27.9028
Si  7.7758  0.0339  27.9012
Si  1.9458  1.3919  27.8497
Si  5.7965  1.2934  27.9504
Si  9.7484  1.3639  27.8217
Si  0.0013  5.4389  27.8268
Si  3.8669  5.4368  27.8683
Si  7.7818  5.4937  27.9529
Si  1.9396  6.7971  27.8737
Si  5.8026  6.7843  27.9253
Si  9.7051  6.8674  27.8245
Si  1.9336  2.7345  29.808
Si  5.8008  2.7345  29.808
Si  9.6679  2.7345  29.808
Si  0  4.1018  29.808
Si  3.8672  4.1018  29.808
Si  7.7343  4.1018  29.808
Si  1.9336  8.2035  29.808
Si  5.8008  8.2035  29.808
Si  9.6679  8.2035  29.808
Si  0  9.5708  29.808
Si  3.8672  9.5708  29.808
Si  7.7343  9.5708  29.808
Si  0  0  31.7416
Si  3.8672  0  31.7416
Si  7.7343  0  31.7416
Si  1.9336  1.3673  31.7416
Si  5.8008  1.3673  31.7416
Si  9.6679  1.3673  31.7416
Si  0  5.469  31.7416
Si  3.8672  5.469  31.7416
Si  7.7343  5.469  31.7416
Si  1.9336  6.8362  31.7416
Si  5.8008  6.8362  31.7416
Si  9.6679  6.8362  31.7416
Si  1.9336  2.7345  0.9679
Si  5.8008  2.7345  0.9679
Si  9.6679  2.7345  0.9679
Si  0  4.1018  0.9679
Si  3.8672  4.1018  0.9679
Si  7.7343  4.1018  0.9679
Si  1.9336  8.2035  0.9679
Si  5.8008  8.2035  0.9679
Si  9.6679  8.2035  0.9679
Si  0  9.5708  0.9679
Si  3.8672  9.5708  0.9679
Si  7.7343  9.5708  0.9679
Si  0.0125  0.0252  2.8757
Si  3.7811  0.0883  2.8845
Si  7.7511  -0.021  2.9548
Si  1.8369  1.5186  3.007
Si  5.7664  1.3393  2.9201
Si  9.668  1.3461  2.8902
Si  -0.0594  5.4982  2.8407
Si  3.8644  5.4588  2.9173
Si  7.741  5.4769  2.9069
Si  1.93  6.7867  2.8843
Si  5.7993  6.8408  2.8931
Si  9.6524  6.8564  2.8345
Si  1.6159  3.0752  4.926
Si  5.686  2.7895  4.7855
Si  9.607  2.6267  4.8623
Si  -0.3814  4.394  4.8845
Si  3.7216  4.1473  4.9038
Si  7.6645  3.9787  4.7553
Si  2.0153  8.126  4.8159
Si  5.8357  8.3657  4.7039
Si  9.823  8.1049  4.8124
Si  0.1286  9.5055  4.7332
Si  3.839  9.6097  4.7427
Si  7.8762  9.509  4.8959
Si  0.3575  -0.0979  6.633
Si  3.9793  0.4029  7.5159
Si  8.0079  -0.3545  7.018
Si  1.4839  1.9263  6.9723
Si  6.1838  1.0716  7.5339
Si  9.863  1.0815  6.7504
Si  -0.758  6.9704  8.2967
Si  3.9478  5.5399  6.8095
Si  7.8114  5.5493  6.4614
Si  2.2325  7.1778  7.022
Si  5.8718  6.9056  6.4686
Si  10.0491  6.1765  6.214
O  3.0886  1.7869  7.4388
O  2.8724  8.1943  8.1604
O  5.7242  6.3455  9.7513
O  12.3816  6.8459  7.7135
O  6.0258  13.0339  6.2499
O  10.1398  8.4649  8.514
O  3.3926  10.5836  8.8393
O  10.0596  1.8947  8.209
O  7.723  5.4957  8.1732
O  6.0307  3.7245  9.784
O  0.862  9.9656  7.9832
O  -0.3878  4.001  9.1146
O  2.6963  7.7285  22.6037
O  1.8851  2.2868  22.5499
O  5.6592  2.1725  22.6766
O  4.2106  9.9443  22.74
O  6.2809  7.8127  22.8918
O  13.9158  9.7284  20.9396
O  4.1091  4.3531  22.612
O  11.2089  6.9801  23.3533
O  0.2873  4.4711  22.6143
O  7.7242  3.9603  23.281
O  0.0936  9.8095  22.4152
O  9.1882  -5.0888  24.1616
Si  2.1757  9.5049  8.8543
Si  10.6038  12.3489  16.7788
Si  1.3673  3.0261  16.4113
Si  6.7818  6.8216  8.6048
Si  3.4559  8.8875  21.7489
Si  5.6946  9.0143  19.8169
Si  12.3147  9.4491  20.9246
Si  2.3971  8.5096  14.4806
Si  11.5121  2.4342  8.7804
Si  5.0948  3.3734  21.7441
Si  8.4826  2.6458  15.0972
Si  7.3412  4.4557  17.5535
Si  8.7071  9.2195  8.8417
Si  1.8715  10.0311  11.8484
Si  6.8994  7.5111  17.2045
Si  8.402  11.4645  11.1101
Si  9.7333  1.7962  21.6133
Si  1.6454  10.9927  16.4298
Si  4.0344  12.37  11.7968
Si  -1.3754  10.9614  19.3532
Si  4.1758  11.0413  17.9253
Si  9.2433  5.7151  19.7377
Si  7.3921  8.9417  22.416
Si  11.3756  12.2783  11.7332
Si  2.6856  4.3119  11.734
Si  10.7323  3.9091  13.1604
Si  0.2554  6.7992  19.2571
Si  13.7434  4.4515  18.9992
Si  0.8937  3.2733  21.6915
Si  5.2537  9.4045  15.3783
Si  4.7436  3.0802  18.8179
Si  6.216  2.1135  9.6505
Si  13.1932  5.39  14.3887
Si  4.9332  4.9202  9.6717
Si  9.5299  8.1669  18.2598
Si  11.3638  4.9323  10.4472
Si  7.8229  4.0945  21.6677
Si  6.4749  0.7192  13.5184
O  4.8044  10.4306  16.5554
O  10.8694  5.567  19.7207
O  9.4088  3.5057  14.0342
O  10.9449  6.3968  9.8476
O  11.8911  1.6972  10.2095
O  3.6712  -0.4493  6.1455
O  6.2205  3.5348  18.301
O  11.6474  15.9809  13.9316
O  6.6938  5.894  17.1257
O  8.5744  4.7498  18.6015
O  -5.2974  4.3199  21.1549
O  7.625  8.0548  9.2438
O  4.5373  2.6614  20.3948
O  8.792  10.1996  10.1508
O  6.169  8.1946  15.9418
O  8.8722  8.1832  22.6258
O  2.07  12.536  15.9329
O  4.9839  10.3655  19.1864
O  13.4071  9.7136  15.4272
O  8.5153  2.7551  21.0871
O  7.908  3.6766  16.2337
O  13.4362  6.9763  14.8033
O  9.2811  1.4034  15.8316
O  4.1206  4.7307  8.2577
O  4.5077  8.2594  20.6668
O  8.922  7.3005  19.5174
O  10.349  4.557  11.6876
O  7.2652  12.8401  14.3168
O  4.3634  1.7264  17.9852
O  6.2497  8.0825  18.6012
O  13.372  3.9319  20.4981
O  9.4442  9.7489  18.5972
O  5.0892  1.4524  13.0401
O  1.6244  6.0126  18.8001
O  0.1114  10.4376  19.7745
O  11.6258  2.5539  12.8214
O  3.9187  4.9642  10.9203
O  1.9803  8.8314  12.9386
O  9.4751  0.4236  20.7442
O  0.017  0.1283  16.6192
O  12.1635  10.9405  12.2075
O  3.7445  4.3814  18.653
O  8.502  7.8717  17.0325
O  -0.5242  18.5553  18.0324
O  2.6435  5.0072  13.203
O  12.9045  4.725  10.9645
O  9.7747  12.0241  11.7573
O  8.697  5.3813  21.2247
O  2.5544  10.723  17.7858
O  10.2072  1.3352  18.3683
O  2.9865  2.6979  11.8459
O  3.1879  10.9859  11.8766
O  4.0154  8.6283  14.6445
O  1.7165  9.291  10.3977
O  0.4733  18.8184  20.4718
O  6.9368  9.3303  20.871
O  6.1205  10.3214  14.3652
O  11.3523  2.7824  16.2799
O  13.1079  3.3389  17.9998
O  1.9014  4.3462  15.6208
O  7.3848  0.105  12.3043
O  7.6671  1.7348  10.3025
O  4.9381  1.4349  10.434
O  11.1999  2.4159  21.1704

Results
free energy: -142855.816 eV
free energy less fixed offsets of O -568.88, Si -635.61 eV per atom: 4.684 eV

Forces (eV/angstrom), in the order of the atoms: element, x, y, z
Si  0.0091  0.0223  0.0273
Si  -0.006  0.0263  0.0064
Si  -0.0014  -0.0047  -0.0012
Si  0.0198  -0.0357  0.0198
Si  -0.0305  -0.0104  0.0257
Si  0.0177  0.0069  -0.0184
Si  0.0117  0.0449  -0.0143
Si  -0.0058  0.0268  0.0255
Si  0.0205  0.0374  -0.0162
Si  0.0044  -0.003  0.0165
Si  -0.0092  -0.0322  0.0178
Si  -0.0114  -0.0208  0.0172
Si  -0.0109  -0.0096  -0.02
Si  0.0169  -0.0001  -0.0191
Si  -0.0027  0.015  0.0043
Si  -0.0118  -0.0122  0.0019
Si  0.0128  0.0086  -0.0241
Si  -0.017  0.0033  -0.013
Si  0.0009  -0.0106  -0.0376
Si  0.0002  -0.0195  -0.0148
Si  -0.0065  -0.0001  -0.015
Si  0.0037  -0.0011  -0.0022
Si  0.0021  0.0085  -0.0125
Si  0.0123  -0.0056  -0.0026
Si  -0.0034  0.007  0.0015
Si  0.0061  0.0019  0.003
Si  -0.0101  0.004  0.0199
Si  0.0018  -0.002  0.0044
Si  0.0085  0.0002  0.0106
Si  0.0021  -0.0026  0.0071
Si  -0.0027  0.0048  0.0009
Si  0.0036  -0.0017  -0.0019
Si  0.0061  -0.004  -0.0083
Si  0.0006  0.0004  0.0048
Si  0.0057  0.0058  0.0017
Si  -0.0073  -0.006  0.0124
Si  0.0234  0.0856  -0.0493
Si  -0.0812  0.0745  0.1252
Si  0.1414  -0.048  -0.2823
Si  -0.0607  0.023  -0.1439
Si  -0.0077  -0.1514  0.0788
Si  0.0832  -0.0203  0.4597
Si  0.0014  -0.0962  -0.0332
Si  -0.0234  -0.011  0.1059
Si  0.0372  -0.0229  -0.1747
Si  0.0727  -0.032  -0.1874
Si  -0.1331  -0.1318  0.1272
Si  0.1401  -0.0567  -0.0037
Si  0.0154  0.0508  -0.0318
Si  0.0074  -0.016  -0.0222
Si  -0.0561  0.0633  0.0571
Si  -0.0041  -0.1449  0.0247
Si  0.0508  0.0053  0.023
Si  -0.0118  -0.09  -0.0375
Si  -0.0163  0.0808  -0.0189
Si  0.0089  0.0978  -0.0081
Si  0.0236  -0.0658  0.112
Si  -0.0207  -0.0858  0.0068
Si  -0.0357  0.0451  0.0032
Si  0.0388  -0.0423  -0.0705
Si  -0.1139  0.2066  0.1855
Si  0.057  -0.0651  0.1561
Si  0.0244  0.0406  0.0269
Si  0.0057  -0.1521  -0.272
Si  0.0752  -0.1015  0.1041
Si  -0.0294  0.064  0.0715
Si  0.004  -0.0118  0.0406
Si  0.033  0.0095  -0.0325
Si  -0.1435  0.3441  -0.415
Si  0.0944  -0.0178  -0.0799
Si  -0.2571  0.1469  0.1337
Si  0.0115  0.0275  0.196
Si  -0.0018  0.0076  0.0015
Si  -0.0112  -0.0027  0.0007
Si  -0.0112  -0.0051  -0.0042
Si  0.0209  -0.0033  -0.023
Si  0.0103  -0.0009  -0.0174
Si  -0.0009  0.0057  0.0099
Si  -0.0026  -0.0026  0.0123
Si  -0.0037  -0.0036  0.0059
Si  -0.0036  -0.0066  -0.0201
Si  -0.003  -0.0033  0.0147
Si  0.017  -0.0102  0.0116
Si  0.0069  -0.0045  0.0043
Si  -0.0184  -0.0238  0.0346
Si  -0.036  -0.0386  0.0391
Si  0.0017  0.0264  -0.0078
Si  -0.0123  -0.0015  -0.0038
Si  0.0279  0.0102  0.0117
Si  0.0445  0.0135  0.0257
Si  0.0309  0.0144  0.0179
Si  0.0129  -0.0065  0.0043
Si  0.0089  -0.0178  0.0003
Si  0.0081  -0.0102  0.0239
Si  -0.0096  0.0345  0.0537
Si  -0.0293  0.0037  0.0009
Si  -0.0208  0.0431  0.0248
Si  0.0617  -0.067  0.0306
Si  0.0096  0.0155  -0.0043
Si  0.0187  -0.0152  0.0227
Si  -0.1585  -0.0238  0.1554
Si  0.0169  -0.0272  0.0237
Si  0.0266  0.0349  0.0199
Si  -0.0026  0.0453  -0.0245
Si  0.0043  0.0167  -0.0179
Si  0.0219  -0.0195  -0.0247
Si  -0.0047  -0.0418  0.0201
Si  -0.0391  -0.0159  0.0085
O  -0.0217  0.077  -0.0187
O  0.0071  -0.0281  -0.0281
O  -0.0095  0.0005  -0.0107
O  -0.0272  -0.0039  0.0114
O  0.0501  0.1493  -0.2037
O  0.0119  -0.0143  -0.0348
O  -0.0566  -0.0438  0.0107
O  0.024  0.0118  -0.0113
O  0.0053  0  -0.0303
O  -0.0121  0.0338  0.0159
O  -0.0106  0.0001  -0.0393
O  -0.0013  0.0043  -0.0004
O  0.0044  0.012  0.0018
O  -0.0179  0.0399  -0.0235
O  -0.0112  0.0311  -0.0281
O  -0.0137  -0.0341  -0.0192
O  0.0139  0.0125  0.0011
O  -0.0152  -0.016  0.0176
O  0.0089  -0.0315  -0.0209
O  0.0105  -0.0189  0.0037
O  -0.0008  -0.0241  -0.0015
O  0.0082  0.0035  -0.0193
O  0.0138  -0.0267  -0.0528
O  -0.0215  0.0132  0.0137
Si  0.0306  0.0583  0.0221
Si  -0.0037  -0.0004  -0.0049
Si  -0.0041  -0.0036  0.0006
Si  0.0061  0.0406  0.0156
Si  -0.0087  0.0161  -0.0106
Si  0.0097  0.0022  0.0007
Si  0.0201  0.0128  0.0094
Si  0.0034  0.0009  0.0003
Si  0.0198  -0.0393  -0.0612
Si  0.0029  0.0084  0.0127
Si  -0.0028  0.0015  -0.0038
Si  0.0015  -0.0044  -0.0146
Si  0.0257  -0.0183  0.0231
Si  -0.0016  -0.0134  -0.0054
Si  -0.008  0.0035  -0.0046
Si  -0.0042  -0.0046  0.0081
Si  -0.0045  0.0051  -0.0268
Si  0.0007  -0.0027  -0.0017
Si  0.006  -0.0092  0.0061
Si  -0.0006  -0.0002  -0.0018
Si  0.0066  -0.0058  -0.01
Si  0.001  0.0035  -0.0158
Si  -0.0075  -0.0267  -0.0239
Si  -0.0073  -0.0064  0.0204
Si  0.0102  0.0016  0.0162
Si  -0.0044  -0.0026  0.0101
Si  0.0035  0.0064  -0.0108
Si  -0.0049  -0.0066  -0.0047
Si  0.0001  -0.013  -0.0054
Si  0.009  0.0049  -0.0086
Si  -0.0015  -0.0095  -0.0125
Si  0.0815  -0.0435  -0.0773
Si  0  0.0016  0.0054
Si  -0.0001  -0.0104  0.0205
Si  -0.0008  0.011  -0.0054
Si  -0.0154  0.0254  0.0038
Si  -0.0104  -0.017  0.0078
Si  0.0059  -0.0052  -0.0013
O  0.0002  -0.0026  -0.0038
O  -0.0017  0.0042  0.0081
O  -0.0027  -0.0039  -0.0012
O  0.0026  -0.0388  0.0202
O  -0.0033  0.0055  0.0146
O  -0.0851  -0.0828  -0.1084
O  0.0011  0.0046  0.0029
O  0.0042  -0.0004  -0.0045
O  0.0014  -0.0008  0.0045
O  -0.0011  0.0021  0.0061
O  0.0035  -0.0104  0.0203
O  -0.0136  -0.0004  -0.0094
O  0.0067  -0.0003  -0.0105
O  -0.0082  0.0137  -0.0055
O  -0.0022  0.0028  0.0013
O  0.0026  -0.0072  -0.0002
O  0.0003  0.0012  -0.0019
O  -0.0063  0.0078  -0.0001
O  0.0012  -0.0008  -0.0006
O  0.0088  0.0022  0.0131
O  -0.0004  0.0011  0.0026
O  -0.0003  -0.0006  -0.0045
O  0.0039  0.0002  0.0021
O  0.0153  -0.006  0.0122
O  0.0004  0.0016  0.0032
O  0.0055  -0.005  0.0029
O  0.0002  -0.0046  -0.0012
O  0.0032  0.0032  -0.0017
O  -0.0007  0.0011  0.0049
O  0.0071  -0.0072  -0.0095
O  0.0085  0.0077  -0.013
O  0.0034  -0.008  0.001
O  0.0038  -0.0018  -0.0044
O  0.0031  -0.0033  0.0095
O  -0.0039  0.0026  -0.0017
O  0.0049  0.011  -0.0015
O  -0.0159  -0.0043  -0.0026
O  0.0005  -0.0067  0.0047
O  -0.0001  -0.0115  0.0006
O  -0.0017  -0.0004  0.0012
O  -0.0026  0.0046  -0.0049
O  0.0007  0.0062  0.0034
O  -0.0021  -0.0011  0.0012
O  -0.0035  -0.0001  0.0036
O  -0.0043  0.0039  0.0004
O  0.0057  -0.0046  -0.0117
O  0.0221  0.0064  0.0036
O  0.002  0.0075  -0.0033
O  -0.0023  0.0007  0.0043
O  0.0016  0.0058  -0.0035
O  -0.0051  0.0027  -0.0103
O  0.008  0.0104  -0.0051
O  -0.0009  0.0019  -0.0001
O  -0.0002  -0.0065  0.0053
O  -0.0016  -0.0073  -0.0055
O  -0.0167  0.0118  -0.0177
O  -0.0092  -0.0054  0.0051
O  0.0046  0.003  -0.0009
O  0.0014  -0.0009  0
O  -0.0008  -0.0002  -0.0022
O  -0.0189  -0.0025  0.0105
O  0.0254  0.0128  0.05
O  -0.0138  0.0059  0.0083
O  0.0036  0.0065  0.0143

The program warned: the cutoff lies below the one the program advises for these potential files; the forces do not sum to zero within the program's tolerance; the exchange-correlation potential is rough where the density is thin.
